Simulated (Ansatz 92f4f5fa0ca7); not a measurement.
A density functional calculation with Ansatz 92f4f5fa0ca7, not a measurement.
Periodic cell of 226 atoms, Si134O92, from a study of silicon, its oxide and their interface. The atomic structure is a simulated model.
Doubt: the cutoff is far below the 930 eV that the study's wrapper takes by default for these files, so forces and energies are approximate.
This geometry differs little from another in the collection (a relaxation step or a small displacement).

Settings
functional: PBE
potential files: Ansatz PAW
basis: plane waves
wave-function cutoff: 580 eV
density cutoff ratio: 5
exchange-correlation grid ratio: 1
k mesh: 1 x 1 x 1, Gamma-centred
self-consistency stop: 5e-08 eV per atom in the density residual
occupations: fixed
spin: none
net charge: 0

Cell vectors (angstrom)
a 10.938 0 0
b 0 10.938 0
c 0 0 32.1688

Atoms and the computed forces on them: element, x, y, z (angstrom), force x, y, z (eV/angstrom)
Si 0.2341 10.7101 24.7037 0.0951 -0.1623 -0.0877
Si 5.7307 10.7505 24.6786 0.1137 -0.0786 -0.052
Si 2.533 3.1262 24.7392 -0.0493 0.098 -0.1159
Si 7.914 3.0049 24.7777 -0.0966 0.0756 -0.0788
Si 0.1952 5.3005 24.6159 0.0872 -0.034 -0.0763
Si 5.6777 5.2697 24.7251 0.0736 -0.0748 -0.0872
Si 2.4338 8.4089 24.6978 -0.1455 0.095 -0.0795
Si 8.0054 8.5044 24.6313 -0.0838 0.1338 -0.1218
Si 1.3965 1.4123 25.9502 0.0195 -0.0289 0.0175
Si 6.8048 1.3876 26.0725 -0.0108 0.003 0.0243
Si 4.0878 4.198 26.1095 0.0003 0.0041 0.0437
Si 9.5704 4.1459 25.9929 -0.0289 0.016 0.0123
Si 1.3013 6.8558 26.0364 -0.0302 0.0327 0.0334
Si 6.869 6.8832 25.9628 0.0027 -0.0345 0.0274
Si 4.1003 9.5671 25.9419 0.0093 0.013 0.0029
Si 9.5634 9.6059 26.0289 0.026 0.0017 0.0459
Si 2.7548 0.0234 27.3469 -0.0198 -0.0115 -0.0275
Si 8.2076 0.0325 27.4067 -0.0325 -0.0222 -0.0467
Si -0.0137 2.7285 27.3544 0.0025 0.0223 -0.0062
Si 5.4193 2.7436 27.4187 0.0369 0.0186 -0.0467
Si 2.7013 5.5407 27.4272 -0.0078 -0.0287 -0.0514
Si 8.213 5.5115 27.3754 0.0081 -0.0042 -0.0517
Si -0.0528 8.2105 27.4087 0.0307 0.0057 -0.0784
Si 5.452 8.1979 27.3533 0.0139 0.0101 -0.0205
Si 4.1018 1.3673 28.7506 -0.1755 -0.1195 0.2587
Si 9.5708 1.3673 28.7506 0.1331 0.1495 0.15
Si 1.3673 4.1018 28.7506 -0.1331 -0.0511 -0.0983
Si 6.8362 4.1018 28.7506 0.0435 0.1152 -0.1436
Si 4.1018 6.8362 28.7506 0.0685 0.3056 0.2428
Si 9.5708 6.8362 28.7506 -0.1392 0.008 0.3697
Si 1.3673 9.5708 28.7506 0.047 0.1201 -0.2611
Si 6.8362 9.5708 28.7506 -0.1012 -0.0367 -0.1647
Si 0 0 30.1178 0.0391 0.0476 -0.0178
Si 5.469 0 30.1178 -0.0047 -0.0098 -0.0148
Si 2.7345 2.7345 30.1178 -0.0136 -0.0596 -0.0147
Si 8.2035 2.7345 30.1178 0.0663 0.0136 -0.0185
Si 0 5.469 30.1178 -0.0265 -0.039 -0.0016
Si 5.469 5.469 30.1178 0.0122 0.0069 -0.0177
Si 2.7345 8.2035 30.1178 0.1193 0.0336 0.0005
Si 8.2035 8.2035 30.1178 0.008 -0.0612 0.0023
Si 1.3673 1.3673 31.4851 -0.0169 0.0178 -0.0035
Si 6.8362 1.3673 31.4851 -0.0225 0.0065 -0.0372
Si 4.1018 4.1018 31.4851 -0.0017 -0.007 -0.0189
Si 9.5708 4.1018 31.4851 -0.0195 0.0136 -0.0177
Si 1.3673 6.8362 31.4851 -0.0134 0.0153 -0.0383
Si 6.8362 6.8362 31.4851 -0.0214 0.0279 -0.0064
Si 4.1018 9.5708 31.4851 -0.04 0.0187 -0.0131
Si 9.5708 9.5708 31.4851 -0.0167 0.0099 -0.0158
Si 2.7345 0 0.6835 0.043 -0.0039 0.0335
Si 8.2035 0 0.6835 0.0041 0.0242 0.0193
Si 0 2.7345 0.6835 -0.0139 -0.0009 0.0141
Si 5.469 2.7345 0.6835 0.0541 -0.0625 -0.0001
Si 2.7345 5.469 0.6835 0.0153 -0.0046 0.0227
Si 8.2035 5.469 0.6835 0.042 -0.027 0.0302
Si 0 8.2035 0.6835 0.0498 -0.0699 0.0041
Si 5.469 8.2035 0.6835 -0.0198 0.0074 0.0136
Si 4.1018 1.3673 2.0507 0.0029 0.1057 -0.003
Si 9.5708 1.3673 2.0507 -0.0005 -0.0273 0.0221
Si 1.3673 4.1018 2.0507 -0.0157 -0.0426 0.0174
Si 6.8362 4.1018 2.0507 -0.1342 -0.0311 -0.0005
Si 4.1018 6.8362 2.0507 0.0101 0.0074 0.0277
Si 9.5708 6.8362 2.0507 -0.0183 0.0877 -0.0131
Si 1.3673 9.5708 2.0507 -0.0979 0 -0.005
Si 6.8362 9.5708 2.0507 -0.004 -0.0306 0.0152
Si 0 0 3.418 -0.16 -0.2745 -0.2544
Si 5.469 0 3.418 0.0956 0.0378 0.1486
Si 2.7345 2.7345 3.418 0.1988 0.031 -0.3352
Si 8.2035 2.7345 3.418 -0.0665 -0.1274 0.2522
Si 0 5.469 3.418 0.0333 0.0053 0.1482
Si 5.469 5.469 3.418 0.0738 -0.1915 -0.1281
Si 2.7345 8.2035 3.418 -0.0041 -0.1091 0.1912
Si 8.2035 8.2035 3.418 0.1536 -0.032 -0.3157
Si 1.4164 1.31 4.7106 0.008 -0.0085 0.0084
Si 6.8489 1.3386 4.8343 0.0007 -0.0085 -0.016
Si 4.094 4.0987 4.7801 0.0231 -0.0199 0.0187
Si 9.5856 4.0832 4.797 0.0097 -0.0049 0.0211
Si 1.3693 6.823 4.8195 0.011 -0.0137 0.0204
Si 6.9109 6.7753 4.7428 -0.0118 0.0033 -0.004
Si 4.1372 9.5385 4.7908 -0.0032 -0.0027 0.0171
Si 9.5627 9.5483 4.785 0.0192 -0.0118 0.0085
Si 2.7179 -0.061 6.1304 -0.0387 0.0411 -0.0231
Si 8.1882 -0.0897 6.2218 0.0196 -0.0092 -0.0407
Si 0.0525 2.6493 6.0429 0.03 -0.0321 -0.0314
Si 5.4368 2.7085 6.167 -0.059 0.0456 0.0244
Si 2.7249 5.4385 6.2016 0.0161 -0.0207 -0.0517
Si 8.2414 5.4452 6.2099 -0.0448 0.0262 -0.0133
Si -0.0372 8.1604 6.1824 -0.0648 0.051 0.0103
Si 5.5408 8.1167 6.0742 0.022 -0.0387 -0.0458
Si 3.8095 1.5391 7.4452 -0.0963 0.0576 0.0203
Si 9.878 1.0766 7.3692 0.17 -0.0909 0.2076
Si 1.5748 3.7699 7.4297 0.0798 -0.127 0.2263
Si 6.5657 4.3414 7.4468 -0.0674 0.0903 0.0284
Si 4.374 6.6083 7.4264 0.1439 -0.0702 0.1986
Si 9.3988 6.9952 7.6204 -0.0462 0.0791 0.0734
Si 1.1202 9.745 7.469 -0.0943 0.0726 0.0701
Si 7.0734 9.1676 7.5112 0.0609 -0.1546 0.1904
O 5.4642 5.4697 7.9758 -0.0639 0.0441 -0.1142
O 0.035 -0.0332 7.9751 -0.0791 0.0822 -0.1401
O 2.7142 2.6763 7.9629 -0.0449 0.0599 -0.1043
O 8.2353 8.1035 8.0854 -0.0364 0.0325 -0.107
O 1.3352 9.5625 24.201 0.0031 0.0238 0.1303
O 6.7725 4.1028 24.2371 0.0086 -0.0053 0.1018
O 6.8668 9.6376 24.1665 -0.0139 -0.0132 0.1161
O 1.3645 4.1857 24.1767 -0.0016 0.0034 0.1086
O 6.1704 9.6266 8.832 0.0299 0.0317 -0.1046
O 0.8101 4.3021 8.7832 -0.051 0.0817 -0.0527
O 1.7024 9.0125 8.8305 0.0446 -0.0346 -0.0252
O 7.2566 3.7228 8.8106 0.0082 -0.0413 -0.0351
O 10.1394 6.3966 9.0002 0.0263 -0.0311 -0.0342
O 4.3182 0.7327 8.7927 0.0336 -0.0113 -0.0261
O 3.8585 7.4367 8.7538 -0.053 0.0167 -0.0819
O 9.314 1.9589 8.6468 -0.0333 -0.0434 -0.1188
O 5.157 0.5836 23.3375 -0.0027 -0.0048 0.0477
O 8.5721 2.284 23.464 -0.0092 0.0046 0.0553
O 10.5 5.9804 23.2354 0.0066 -0.0151 0.0612
O 4.9792 5.9225 23.3861 0.0079 -0.0135 0.0639
O 8.7107 7.9484 23.2396 -0.0053 0.0033 0.081
O 3.4778 2.7088 23.4535 -0.0197 -0.0051 0.0581
O 2.89 7.5792 23.352 0.013 -0.0054 0.0525
O 10.4372 0.3327 23.3443 -0.0061 0.0138 0.0503
Si 5.5065 8.0449 14.0088 -0.0189 0.0072 0.0027
Si 4.413 10.0954 11.8158 0.0132 0.0085 0.0569
Si 8.4114 8.5156 17.3632 -0.0022 0.01 0.0229
Si 3.4646 6.6017 17.8439 0.0211 0.0054 0.013
Si 7.2035 4.0573 13.9625 0.0132 0.0131 -0.0148
Si 0.1684 3.9865 15.8275 -0.0086 0.0169 0.0277
Si 7.3998 5.8213 20.2468 -0.034 -0.0002 -0.0646
Si 4.2603 1.6517 22.5036 -0.0033 0.0084 -0.0749
Si 1.9541 6.2297 11.9154 -0.0226 0.0087 0.035
Si 2.5779 0.8395 20.2035 0.0255 0.0016 -0.0548
Si 5.1896 0.0203 18.938 -0.0002 0.0164 0.0271
Si 7.8696 2.3012 9.3186 0.049 0.0225 0.1083
Si 9.1209 3.2492 11.6297 -0.015 -0.0143 0.0625
Si 10.8113 5.1303 9.8208 0.0978 -0.0497 0.0293
Si 0.2704 6.8399 14.4497 0.0286 0.008 -0.003
Si 5.2431 8.0387 19.9931 0.0065 -0.015 -0.0522
Si 9.5095 1.3702 22.5132 -0.015 -0.0063 -0.0783
Si 2.8962 8.3347 9.7055 -0.0154 -0.0783 0.0288
Si 7.9799 1.0842 20.1109 0.0067 0.0243 -0.0448
Si 4.3658 3.7938 18.1716 0.0068 -0.0025 0.0137
Si 6.1742 3.2517 20.4056 0.0252 0.0101 -0.0551
Si 10.5287 1.6532 13.6729 -0.0007 0.0153 -0.0202
Si 2.4278 0.235 14.0393 0.0135 -0.0082 -0.0029
Si 9.6822 4.7534 18.5123 -0.0262 -0.0053 0.0324
Si 2.1137 8.6433 15.9656 -0.0006 0.0062 0.0278
Si 0.3413 3.0214 20.4372 0 0.0057 -0.069
Si 8.2335 6.8168 14.7876 -0.0062 -0.0066 0.0283
Si 1.1582 9.9709 18.4281 0.0049 0.0071 0.0348
Si 10.2805 7.5926 19.4679 0.0082 0.0033 -0.0157
Si 8.0566 1.2662 15.2009 0.0075 0.006 0.0124
Si 2.4677 5.0626 20.1409 -0.005 -0.0276 -0.0631
Si 3.0046 2.9489 15.6982 0.0064 0.0156 0.0306
Si 6.0434 9.979 16.2921 -0.0084 0.004 0.0328
Si 4.2821 5.1144 13.646 -0.0055 0.0082 -0.0108
Si 9.5253 6.8985 22.2931 -0.0041 -0.0151 -0.0732
Si 3.9353 6.7328 22.4391 0.0058 0.0027 -0.0815
Si 5.6891 0.1295 9.4489 -0.0176 -0.0214 0.103
Si 9.634 0.3462 17.5692 0.0115 -0.0051 0.0479
O 8.5303 0.4793 21.5315 0.0195 0.0055 0.0479
O 1.8787 10.363 19.8245 -0.0095 0.0128 0.0103
O 10.5063 2.3821 21.7077 0.0021 0.0034 0.0401
O 8.8323 8.0745 18.8696 0.0009 0.0102 0.0052
O 4.3996 5.2965 17.4961 -0.0076 -0.0068 0.0091
O 4.669 6.6421 14.1365 0.0025 -0.0015 0.0007
O 8.0229 2.2675 10.935 0.007 0.0204 -0.0603
O 1.4508 1.9641 19.9001 -0.0072 0.0059 0.0142
O 5.7048 4.3342 13.334 0.0003 0.002 0.0027
O 10.1895 3.4165 19.298 0.0072 0.0135 0.0061
O 3.9157 0.9784 19.2772 0.005 -0.0048 0.0059
O 7.1185 7.7399 14.022 0.0206 0.0039 -0.0146
O 3.6583 9.5206 10.4962 0.0018 0.0031 -0.0445
O 0.5228 5.3667 15.067 -0.0055 0.0003 0
O 8.3355 4.0578 12.7951 0.0082 -0.0058 -0.0233
O 4.6954 7.8023 21.4985 0.009 0.0185 0.034
O 9.5928 4.258 10.4488 0.0153 0.0025 -0.0404
O 6.6087 0.66 19.38 0.0105 -0.0042 0.0131
O 2.9759 7.3033 16.4424 -0.0151 0.0178 -0.0143
O 3.0737 0.8224 21.7458 0.0076 0.0006 0.041
O 0.6568 8.0216 15.5214 -0.0053 -0.0019 -0.0055
O 7.2625 2.6486 14.8064 0.0002 -0.0072 0.011
O 3.4007 11.0081 12.7249 -0.0052 -0.0029 0.0061
O 5.2078 2.4587 21.4504 -0.0236 -0.0195 0.0647
O 0.8723 0.6357 13.6514 0.0004 -0.0058 0.0105
O 4.3419 7.6331 18.7132 -0.0144 0.0018 0.0172
O 2.5033 9.6943 14.7566 -0.0017 0.011 0.0024
O 0.7909 5.4003 11.1467 -0.0636 -0.0186 -0.1293
O 9.1338 0.8486 14.0278 -0.0013 -0.0005 0.0013
O 9.1436 0.6582 19.0762 -0.013 -0.0049 0.0073
O 8.5835 7.2939 16.3122 -0.0126 0.0045 -0.0121
O 5.0831 8.866 12.6642 0.0026 0.0047 -0.0133
O 5.192 9.028 15.2822 -0.0029 0.0016 0.0033
O 0.3895 8.6019 18.7898 -0.025 -0.0129 0.0083
O 2.9672 1.5072 14.9246 -0.0066 -0.0015 0.0013
O 2.2731 6.121 18.888 0.0069 0.0068 0.0027
O 5.0803 10.7861 17.3181 0.0106 -0.0103 -0.0326
O 10.6014 2.87 14.7598 0.0011 -0.0029 0.0009
O 8.94 1.4475 16.5854 -0.001 0.008 -0.0177
O 6.8468 1.1287 8.9202 0.0042 0.0005 -0.0495
O 3.3588 3.8655 19.4673 -0.0024 0.0147 0.0126
O 3.4874 4.1726 14.7198 0.0033 0.0027 -0.0147
O 6.6465 7.2183 19.8892 0.0077 0.0147 0.02
O 2.2204 9.5853 17.2806 0.0015 -0.0079 -0.0211
O 1.2971 6.9883 13.2 0.0088 -0.0033 -0.0302
O 9.9679 4.3522 16.947 0.0219 -0.0144 -0.03
O 9.6456 6.9514 13.97 -0.014 0.0076 -0.0028
O 2.3667 7.3818 10.8825 0.0214 0.0497 -0.0991
O 3.1771 5.7109 21.439 -0.0011 0.0023 0.0582
O 6.9573 11.0099 15.4081 0.0042 0.0106 -0.0161
O 1.5759 3.3785 16.3986 0.0046 -0.0055 -0.0006
O 10.3739 2.3702 12.2102 -0.0117 0.0104 0.0029
O 8.4761 5.9622 21.4644 0.0234 -0.0017 0.0598
O 6.8654 8.9936 17.3078 0.0093 0.0089 -0.0083
O 10.5431 6.0784 18.9266 0.0088 0.0176 0.0106
O 5.745 3.241 18.8192 -0.015 0.0165 0.0083
O 8.1313 5.1448 18.919 0.0284 0.0052 0.0056
O 5.2416 9.6438 19.8759 -0.0053 -0.0176 0.0213
O 7.6417 5.3015 14.9281 0.0047 0.0112 0.0064
O 10.3557 7.684 21.1038 0.0113 0.0076 0.0481
O 3.2469 5.3099 12.3704 0.0062 0.0032 0.0074
O 4.0195 2.7741 16.9564 -0.0237 -0.0012 -0.0216
O 0.3169 11.2153 17.7486 -0.0244 -0.0036 -0.0212
O 9.2833 9.8192 16.9372 -0.01 -0.0061 -0.0214
O 5.5693 0.0824 11.0911 -0.0056 -0.004 -0.07
O 7.7005 2.6601 20.4514 -0.0165 -0.009 0.0241
O 1.1155 4.4176 20.772 0.0016 0.0059 0.0343
O 6.2412 4.8228 20.8199 0.0043 -0.0078 0.031

Results
free energy: -137510.227 eV
free energy less fixed offsets of O -568.88, Si -635.61 eV per atom: -1.527 eV

The program warned: the cutoff lies below the one the program advises for these potential files; the exchange-correlation potential is rough where the density is thin.
